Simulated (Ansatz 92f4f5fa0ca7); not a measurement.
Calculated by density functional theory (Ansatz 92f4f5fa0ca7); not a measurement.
Periodic cell of 273 atoms, Si162O105As6, from a study of silicon, its oxide and their interface. The atomic structure is a simulated model.

Settings: functional PBE; potential files Ansatz PAW; basis plane waves; wave-function cutoff 700 eV; density cutoff ratio 5; exchange-correlation grid ratio 1; k mesh 2 x 2 x 1, shifted by 0.5 0.5 0.5 of a step; self-consistency stop 5e-08 eV per atom in the density residual; occupations fixed; spin none; net charge 0.

Cell vectors (angstrom)
a  11.6015  0  0
b  0  13.3963  0
c  0  0  31.1303

Atoms and the computed forces on them: element, x, y, z (angstrom), force x, y, z (eV/angstrom)
As  -0.0703  -0.0553  24.0875  0.005  -0.03  0.0625
Si  3.8472  -0.0779  24.3272  0.0209  -0.0026  -0.0612
Si  7.6984  0.0493  24.5936  -0.0276  0.0049  -0.1031
Si  1.8133  3.2236  24.1146  -0.0388  -0.0225  -0.0406
Si  5.8802  3.4387  24.4698  0.0901  0.0165  -0.0499
Si  9.5038  3.3686  24.4631  -0.0404  -0.0026  -0.0491
As  -0.0795  6.69  24.1365  -0.0317  -0.0222  0.0211
Si  3.8608  6.6959  24.2102  0.0232  0.0041  -0.0798
As  7.7019  6.7021  24.2758  -0.0124  -0.0286  -0.0033
Si  1.7844  10.0159  24.3756  -0.0722  0.0088  -0.0345
Si  5.8673  10.1309  24.6109  0.0702  -0.0105  -0.0777
Si  9.6368  9.842  24.5153  0.0046  0.006  -0.0367
Si  -0.0974  2.1704  25.0784  -0.0189  -0.0116  0.0148
Si  3.8453  2.2365  24.9547  0.0078  -0.0008  0.0547
Si  7.6862  2.2469  25.4412  0.0035  -0.0168  -0.0618
Si  1.8786  5.5136  24.9769  -0.0104  0.018  -0.0147
Si  5.7634  5.6486  25.2674  0.0068  0.0082  -0.035
Si  9.6432  5.6097  25.2591  0.0322  0.0247  -0.0361
Si  -0.0107  8.8088  25.3129  0.0067  -0.0114  -0.0149
Si  3.8284  8.9499  25.031  0.0055  0.0086  0.0673
Si  7.6874  8.8394  25.3852  0.0198  -0.004  -0.0337
Si  1.8468  12.2821  25.1524  -0.0534  0.0006  -0.019
Si  5.754  12.3312  25.3736  -0.0022  0.0283  -0.0368
Si  9.6589  12.1939  25.139  0.0309  0.0167  -0.0144
Si  -0.0279  2.2282  27.4868  -0.0106  0.0085  0.0015
Si  3.8456  2.2333  27.428  -0.0064  0.0138  -0.0237
Si  7.7181  2.2381  27.7406  0.0009  0.0136  0.0133
Si  1.931  5.5411  27.4257  0.0303  0.0099  0.0013
Si  5.7546  5.5968  27.6145  -0.0382  0.0055  -0.0197
Si  9.6701  5.5756  27.6051  0.0186  -0.0185  0.0243
Si  0.0149  8.8935  27.6426  0.0021  0.0126  0.01
Si  3.8465  8.9227  27.471  -0.0129  0.0199  -0.0196
Si  7.7217  8.9084  27.699  -0.0046  0.0188  0.0135
Si  1.913  12.2794  27.5383  0.0281  -0.0059  0.0044
Si  5.7638  12.3072  27.6912  0.0026  0.0116  -0.0081
Si  9.655  12.2426  27.5349  -0.0253  0.0134  0.0078
Si  1.9208  1.1272  28.3138  0.002  0.0002  0.023
Si  5.7461  1.1469  28.3948  -0.0331  0.0067  -0.0344
Si  9.679  1.0877  28.365  0.0372  -0.0068  -0.0129
Si  0.016  4.4478  28.3353  -0.0399  -0.0065  0.0006
Si  3.8292  4.4403  28.3308  -0.0145  0.0029  0.0165
Si  7.712  4.4985  28.3902  0.0412  -0.0027  -0.0221
Si  1.957  7.7607  28.3385  0.0052  -0.0004  0.0002
Si  5.7538  7.8224  28.3839  -0.0247  -0.0102  -0.0135
Si  9.6747  7.798  28.4063  0.0071  -0.0079  -0.0294
Si  -0.0068  11.1505  28.3604  0.0128  -0.0012  -0.0098
Si  3.8329  11.1395  28.3572  -0.0601  -0.0016  -0.003
Si  7.7163  11.1676  28.3835  0.0554  -0.0033  -0.0214
Si  1.9336  1.1164  30.7353  0.015  0.0589  -0.3269
Si  5.8008  1.1164  30.7353  -0.2562  0.1307  0.1326
Si  9.6679  1.1164  30.7353  0.1092  -0.1066  -0.0209
Si  0  4.4654  30.7353  0.1146  -0.0178  -0.2692
Si  3.8672  4.4654  30.7353  -0.1126  -0.1245  -0.2503
Si  7.7343  4.4654  30.7353  -0.0482  0.1103  0.2664
Si  1.9336  7.8145  30.7353  0.1355  -0.1602  -0.2773
Si  5.8008  7.8145  30.7353  -0.1861  0.044  0.1339
Si  9.6679  7.8145  30.7353  0.0176  -0.07  0.3153
Si  0  11.1635  30.7353  -0.0129  0.0643  0.0622
Si  3.8672  11.1635  30.7353  -0.137  -0.1036  -0.0273
Si  7.7343  11.1635  30.7353  0.0648  0.0609  0.1331
Si  0  0  0.3944  -0.0244  0.015  0.0602
Si  3.8672  0  0.3944  0.1569  0.1151  -0.3027
Si  7.7343  0  0.3944  0.0781  -0.0332  -0.1295
Si  1.9336  3.3491  0.3944  0.0242  0.066  0.1242
Si  5.8008  3.3491  0.3944  -0.0933  -0.08  -0.2258
Si  9.6679  3.3491  0.3944  0.0713  0.0399  0.0055
Si  0  6.6981  0.3944  0.057  -0.0787  -0.1934
Si  3.8672  6.6981  0.3944  -0.0904  0.1573  0.0394
Si  7.7343  6.6981  0.3944  0.095  0.1379  0.206
Si  1.9336  10.0472  0.3944  0.1769  -0.1355  0.0851
Si  5.8008  10.0472  0.3944  0.038  -0.134  0.314
Si  9.6679  10.0472  0.3944  -0.14  -0.0282  0.2169
Si  0.04  0.0002  2.7694  -0.0174  -0.0023  0.0134
Si  3.9177  0.0197  2.7254  0.0019  0.0017  0.0261
Si  7.7675  0.0169  2.7507  0.0043  0.0161  0.0039
Si  1.9432  3.3615  2.7745  0.0381  0.0266  -0.0128
Si  5.7772  3.3519  2.7298  0.0075  0.004  0.0232
Si  9.6923  3.3662  2.7749  -0.0255  0.0027  -0.0083
Si  0.0347  6.677  2.738  0.0309  0.0043  0.0135
Si  3.8655  6.713  2.7627  -0.0404  0.0029  0.0185
Si  7.7569  6.7397  2.7897  0.0043  -0.0097  -0.0123
Si  1.979  10.0051  2.7796  -0.0036  -0.001  0.0075
Si  5.82  10.0304  2.8105  -0.0043  0.0109  -0.0136
Si  9.6536  10.0507  2.7939  0.0042  0.0165  0.0026
Si  0.0293  2.2356  3.5717  0.011  -0.0262  0.0051
Si  3.864  2.2299  3.5748  -0.0116  -0.002  -0.0088
Si  7.7191  2.2675  3.4877  0.0087  -0.0159  -0.0049
Si  1.9565  5.5915  3.611  0.0019  -0.0064  -0.0168
Si  5.8018  5.588  3.4555  0.0049  0.0036  0.0064
Si  9.7048  5.6144  3.5555  -0.0074  -0.0152  0.0018
Si  0.0022  8.8983  3.4883  0.0037  -0.0088  0.0017
Si  3.9108  8.9011  3.6868  0.0312  -0.011  0.0191
Si  7.7404  8.9439  3.7182  -0.0134  -0.0163  0.0094
Si  2.0186  12.2693  3.4513  0.0011  -0.0141  -0.0076
Si  5.8374  12.2926  3.5196  -0.0193  -0.0211  0.0062
Si  9.6944  12.3  3.5783  -0.0031  -0.0229  0.0137
Si  0.0633  2.2693  5.9451  0.0252  0.0013  0.0086
Si  3.8989  2.2209  5.9504  0.0407  0.0116  0.0229
Si  7.6735  2.2562  5.8255  -0.0738  -0.0182  0.0048
Si  1.9676  5.5643  5.9998  -0.0153  0.0034  0.0234
Si  5.761  5.4975  5.7699  -0.0432  -0.0481  0.0229
Si  9.7728  5.6078  5.9257  0.0226  0.0162  0.0363
Si  0.0161  8.8622  5.8263  -0.014  0.0412  0.0292
Si  3.9741  8.8365  6.1494  0.0223  -0.0098  -0.0374
Si  7.7261  8.9344  6.1913  -0.0044  0.0424  -0.0075
Si  2.1111  12.2392  5.7744  0.063  -0.0009  0.0395
Si  5.8579  12.3763  5.8671  -0.0258  0.0304  0.0125
Si  9.7291  12.3242  5.9679  0.0298  -0.0125  -0.0404
Si  1.9777  1.0071  6.7126  -0.012  -0.0035  0.0739
As  5.8298  1.1549  6.9693  -0.0131  0.0123  -0.0889
Si  9.6329  1.2434  6.6077  -0.0068  -0.0018  0.0529
As  0.0478  4.457  7.0067  0.0183  -0.0013  -0.0039
As  3.9116  4.4262  6.9584  0.0041  -0.0065  -0.0089
Si  7.7614  4.5179  6.5568  -0.0204  0.0184  0.0894
Si  1.9179  7.8426  6.8231  -0.0279  0.0021  0.0343
Si  5.8865  7.5233  6.9336  0.0268  0.0092  0.0832
Si  9.7377  7.8482  6.8746  0.0192  -0.0323  0.0306
Si  0.1486  11.1372  6.377  0.0094  0.0037  0.0361
Si  4.0572  11.1372  6.7644  0.0479  0.0185  0.0329
Si  7.7429  11.317  6.82  -0.0707  -0.019  0.042
O  1.9767  0.7004  8.3555  -0.0128  -0.0201  0.0054
O  4.3734  11.1921  8.4116  -0.0368  -0.0132  -0.0076
O  7.7353  4.8166  8.1978  -0.0102  0.0136  0.0275
O  9.8919  7.9531  8.5463  -0.0223  -0.011  0.0075
O  6.0313  6.8872  8.5248  0.0172  -0.0007  -0.0178
O  1.6906  7.9873  8.4732  0.0229  0.006  0.0116
O  9.3639  1.5963  8.2008  0.0446  -0.0133  0.0372
O  0.5721  11.0258  7.9779  -0.0564  -0.0113  0.0156
O  7.5379  11.7602  8.4351  0.0289  -0.0178  0.0043
O  6.287  10.5967  23.0577  -0.0361  -0.0069  -0.0067
O  3.9905  13.085  22.6739  -0.0195  0.014  -0.0181
O  6.3409  3.7337  22.8806  0.0159  -0.0052  0.0039
O  1.6522  3.0206  22.4487  0.0113  0.0016  -0.0201
O  9.065  3.4135  22.8368  -0.0108  0.0183  0.0228
O  7.5442  0.3207  22.9705  0.015  0.0017  0.0029
O  1.427  9.9344  22.7388  0.0471  0.0171  -0.0126
O  4.0041  6.6796  22.5136  -0.0001  0.0422  -0.0089
O  9.686  9.3825  22.9165  -0.0174  0.0244  0.0191
Si  3.315  12.9983  21.1794  -0.0106  0.0007  0.001
Si  11.8222  1.7693  11.502  -0.0016  0.0057  0.0028
Si  -0.7872  13.6295  15.6559  -0.0038  -0.0022  0
Si  7.2427  3.6226  11.3271  -0.001  -0.0004  -0.0029
Si  8.8335  9.3212  14.9235  -0.0024  0.0008  0.0017
Si  10.4339  0.9353  19.9259  0.0023  0.0028  0.0108
Si  1.7403  3.9953  18.371  -0.0006  -0.0009  0.0026
Si  8.8666  10.2687  11.9485  -0.0046  -0.004  -0.0006
Si  4.9177  -2.9369  12.6766  0.0036  -0.0003  0.0008
Si  3.6086  0.4719  14.7717  0.0007  0.002  0.0054
Si  10.1943  6.6898  15.4205  0.0003  -0.0087  0.0102
Si  11.0521  -0.9697  12.9143  -0.0025  0.0011  0.0033
Si  5.7944  7.1579  18.636  0.0022  0.0002  -0.0054
Si  13.4155  0.0385  9.8352  -0.0049  -0.0033  0.0057
Si  7.6848  3.5886  21.9512  -0.0148  -0.0054  -0.0256
Si  11.4879  11.1282  9.4342  -0.0168  0.0007  -0.0137
Si  4.464  -5.6315  21.3655  -0.0027  0.0043  -0.0012
Si  1.4928  2.2634  20.997  0.0006  0.0024  0.004
Si  6.1706  -4.2298  16.3156  -0.0023  -0.0032  0.0082
Si  -4.5558  5.8123  9.2978  0.0085  -0.0089  0.0012
Si  4.404  4.8966  16.8938  -0.0022  0.0033  0.0008
Si  9.2334  15.0205  9.8101  0.0061  -0.0051  -0.0042
Si  1.6606  8.7568  9.916  -0.0067  -0.0012  0.0067
Si  8.4634  -1.4228  9.7671  0.0134  -0.0003  -0.0011
Si  9.4741  7.6562  10.112  -0.0049  -0.0058  0.0083
Si  2.0732  -2.2078  13.8049  -0.0016  -0.0012  0.0073
Si  6.4162  9.9077  21.5991  -0.0042  -0.005  0.007
Si  -0.9745  11.935  18.0638  0.0063  -0.0044  -0.0007
Si  5.6848  -1.5451  15.3165  0.0012  0.0048  0.001
Si  1.3692  2.4845  15.6745  -0.0022  0.0056  0.0066
Si  6.8792  3.4542  15.8509  0.0009  -0.0005  0.0061
Si  3.8477  11.0759  9.9524  0.0003  0.0019  0.0162
Si  5.585  2.3937  13.4874  0.0045  -0.0028  0.0026
Si  10.9814  6.1984  18.3353  -0.0018  -0.0013  -0.0037
Si  -2.4057  8.9376  21.4408  -0.0043  -0.0044  -0.0146
Si  1.1701  4.3593  13.1914  -0.0041  0  0.0049
Si  5.8267  7.5845  13.6529  -0.002  -0.0005  0.0012
Si  4.0021  5.1341  13.8703  -0.0036  0.004  0.0051
Si  8.0722  5.448  13.7726  0.0023  -0.0022  0.0057
Si  7.5405  -0.8787  17.4377  -0.0014  -0.0025  0.0004
Si  8.7459  15.1133  17.4394  0.001  0.0049  -0.0009
Si  13.7693  10.0184  21.2817  0.0017  0.0025  0.0026
Si  11.4951  9.2095  19.2678  0.0023  0  -0.0113
Si  0.0887  8.9895  14.4842  0.0038  -0.0005  0.0066
Si  5.8134  -1.1963  19.8258  -0.0015  -0.0012  -0.0084
Si  7.8218  0.6889  21.4248  0.0009  0.0058  0.0036
Si  8.4306  6.2002  20.2227  -0.001  -0.0017  -0.004
Si  0.2803  7.1661  11.9601  -0.0001  -0.0031  0.004
O  9.397  0.5183  21.1011  -0.0153  0.0097  -0.0194
O  7.1584  -1.0671  15.8551  -0.0128  -0.0137  0.0218
O  10.9764  -0.5002  19.3466  -0.0184  0.0063  -0.0171
O  1.3822  -3.416  14.729  -0.0157  0.0022  -0.0215
O  -1.2552  9.2861  20.386  0.0003  -0.0154  -0.0017
O  11.3943  -0.7566  16.8103  -0.0273  0.0133  0.0001
O  6.4358  4.7705  10.4361  0.03  -0.0136  0.0024
O  1.2054  2.9316  17.2366  0.0167  0.0138  -0.0104
O  7.424  2.2358  21.0632  0.0211  -0.0118  0.0306
O  8.6837  13.5288  10.2285  0.0032  -0.0042  -0.0212
O  4.4607  1.1926  13.539  0.0141  0.0097  0.016
O  -1.2204  9.8745  14.9754  0.0099  -0.0258  -0.0199
O  -0.0406  1.8361  20.6611  0.0043  -0.0072  -0.0078
O  1.9632  3.2811  19.8174  -0.0147  -0.0047  -0.0066
O  7.2652  6.7411  19.213  -0.0095  0.0019  0.0153
O  5.1971  -2.9298  16.07  0.0261  -0.0002  -0.0216
O  -0.1352  7.7625  18.507  -0.0149  -0.009  0.0153
O  0.6673  5.2185  18.5436  -0.0019  -0.0079  -0.0063
O  9.7633  1.8551  18.7211  -0.0079  -0.0285  -0.0054
O  4.9971  10.9512  11.1122  -0.0228  -0.011  0.0111
O  3.699  5.3125  15.4713  0.0234  -0.0163  -0.0041
O  1.6019  7.6022  11.0808  -0.0282  0.0139  -0.0094
O  2.3638  0.8936  20.9779  0.004  0.0023  0.0074
O  11.6151  7.5401  15.2804  -0.0275  0.0164  0.0051
O  8.2276  2.7827  10.3409  -0.0024  -0.0072  0.0002
O  1.3056  9.4455  20.0314  -0.0178  0.0049  0.0033
O  7.6918  9.7529  16.0117  -0.0336  0.0027  -0.0126
O  8.816  7.3515  21.325  -0.0039  0.0222  -0.0304
O  2.74  4.7038  12.9453  -0.0005  0.0015  0.0085
O  6.6613  2.2464  14.7386  -0.0127  0.0257  0.0027
O  3.0577  -0.9197  10.2488  -0.0085  -0.0047  -0.0223
O  6.2837  2.4676  12.0095  0.0038  0.0122  0.0131
O  11.1685  0.5663  12.3859  0.0177  -0.0006  -0.0114
O  5.9231  8.3642  21.785  -0.0174  0.0164  -0.0115
O  0.8983  11.6772  12.7977  -0.002  0.0026  0.0127
O  7.246  6.8095  13.3165  -0.0199  -0.0172  0.0124
O  3.3271  -2.9502  13.0877  0.0146  0.0163  -0.0009
O  5.9804  8.5865  17.8329  0.0007  -0.0119  -0.0205
O  8.0664  3.103  16.9313  -0.0155  -0.02  -0.0157
O  7.5405  0.7018  17.8477  0.029  -0.0064  -0.0204
O  7.8217  11.1683  11.0496  0.0162  0.0032  -0.018
O  11.2263  10.4306  18.2186  -0.0056  0.0098  0.0187
O  13.2575  1.2767  10.8854  -0.0265  -0.01  -0.0075
O  5.47  3.6759  16.6593  0.0109  0.0167  -0.0144
O  2.5113  11.5877  21.0163  0.0172  0.0026  0.0108
O  5.2576  6.1107  17.5342  -0.0104  -0.0088  0.0096
O  5.5399  10.7565  20.5345  0.0151  0.011  0.0122
O  4.6713  7.1857  19.8468  0.0195  0.0056  0.0038
O  9.0038  11.8637  17.7955  0.0066  0.0245  -0.002
O  0.4517  12.5338  10.0363  0.0179  0.0065  -0.0127
O  12.0668  5.7946  12.8339  -0.0023  0.0063  -0.0192
O  12.1425  3.1623  12.2828  0.0051  0.0072  -0.0008
O  -2.635  7.7608  15.375  0.0289  0.0054  0.0047
O  4.4333  13.0539  19.9816  0.0096  -0.0157  0.0226
O  7.3224  4.8342  15.0945  0.0078  -0.0145  -0.019
O  -2.4182  8.9899  10.9957  -0.008  -0.0073  0.0069
O  12.6921  3.8183  14.7492  0.0056  -0.0164  -0.0062
O  11.5531  8.4669  12.9269  0.0017  -0.0074  -0.0057
O  9.8817  11.269  9.3179  0.0033  0.0179  0.0295
O  5.0202  3.8998  13.6933  -0.0103  0.0071  -0.0025
O  3.211  4.5206  17.9233  -0.0048  -0.0014  -0.0153
O  4.7043  13.1062  15.7121  0.0074  -0.0078  -0.0182
O  3.4489  9.0278  21.373  0.0025  -0.0171  0.0003
O  8.1563  6.7055  10.089  0.004  0.0069  -0.0279
O  7.9332  9.8819  21.0381  -0.0013  -0.0254  0.0252
O  9.7995  5.8376  19.4048  0.0006  0.019  -0.0019
O  0.3505  9.7381  10.1589  0.0179  -0.0099  -0.0081
O  10.0865  11.3464  12.1684  -0.0063  -0.0073  0.0165
O  0.2951  1.3574  15.2403  -0.0013  -0.0026  0.0128
O  7.0025  -0.3765  20.5431  -0.0135  -0.0038  0.0105
O  5.5582  -4.448  12.7769  -0.0163  0.0088  0.013
O  -1.1474  12.6604  14.4087  0.0104  0.0114  0.0041
O  8.0785  4.3898  12.5222  -0.0221  0.0084  0.0003
O  9.6561  5.6797  14.2238  -0.0156  -0.0141  -0.0048
O  5.6798  11.5172  13.6955  -0.0153  -0.0171  0.0109
O  -2.0997  1.0383  16.165  0.0104  -0.005  0.0154
O  10.3422  5.9295  16.8473  0.0071  0.0197  0
O  5.8137  7.9927  15.2379  0.0148  0.0266  -0.0135
O  10.6697  6.8763  10.9025  0.0088  0.0197  0.0012
O  10.7162  2.0399  10.3451  0.0072  -0.0085  0.0099
O  2.5719  12.633  14.4285  0.003  0.0056  -0.005
O  8.3264  9.7182  13.402  0.0166  0.0084  0.0047
O  4.6152  6.5396  13.3247  0.0165  -0.0081  0.0144
O  6.3111  -1.5172  18.3091  0.0163  0.0145  0.0056
O  7.8606  4.8724  20.9723  0.0101  0.0081  0.0054
O  2.8259  1.7352  15.4712  -0.0092  -0.0102  -0.0059
O  2.9696  9.7047  10.0637  -0.0077  0.0086  -0.0102

Results
free energy: -191862.750 eV
free energy less fixed offsets of As -4857.07, O -569.03, Si -635.61 eV per atom: -3.360 eV

The program warned: the cutoff lies below the one the program advises for these potential files; the exchange-correlation potential is rough where the density is thin.
